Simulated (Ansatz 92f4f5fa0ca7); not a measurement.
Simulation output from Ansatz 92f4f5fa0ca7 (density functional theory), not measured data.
Periodic cell of 225 atoms, Si132O91P2, from a study of silicon, its oxide and their interface. The atomic structure is a simulated model.
Doubt: the cutoff is far below the 930 eV that the study's wrapper takes by default for these files, so forces and energies are approximate.
This geometry differs little from another in the collection (a relaxation step or a small displacement).

Settings: functional PBE; potential files Ansatz PAW; basis plane waves; wave-function cutoff 580 eV; density cutoff ratio 5; exchange-correlation grid ratio 1; k mesh 1 x 1 x 1, Gamma-centred; self-consistency stop 5e-08 eV per atom in the density residual; occupations fixed; spin none; net charge 0.

Cell vectors (angstrom)
a  10.938  0  0
b  0  10.938  0
c  0  0  31.9494

Atoms and the computed forces on them: element, x, y, z (angstrom), force x, y, z (eV/angstrom)
Si  10.6306  0.0024  24.4177  -0.0026  0.0053  0.0125
Si  5.0822  0.1284  24.6603  -0.0045  0.0108  0.0119
Si  2.8268  2.2966  24.531  0.0084  0.0001  0.0131
Si  8.5727  2.4372  24.5646  0.0051  -0.0056  0.0101
Si  10.7139  5.5906  24.3327  -0.0076  0.004  0.0142
Si  5.1627  5.6151  24.4502  -0.0099  0.0028  0.0096
Si  2.9917  7.9546  24.4062  0.004  -0.0054  0.0148
Si  8.4233  7.8342  24.4175  0.0062  -0.0047  0.0171
Si  1.2969  1.1332  25.8388  0.0069  0.0025  0.0098
Si  6.819  1.3293  25.7437  0.005  0.0021  -0.009
Si  3.9912  4.0126  25.7353  0.0043  0.0039  -0.0079
Si  9.6914  4.0267  25.848  0.007  0.004  0.0003
Si  1.3433  6.7941  25.6716  0.0034  0.0061  -0.0102
Si  6.8098  6.7234  25.7503  0.0034  0.0054  0.0012
Si  4.0061  9.4708  25.9517  0.0025  0.0062  0.0059
Si  9.4883  9.4437  25.8045  0.002  0.0048  -0.0067
Si  2.643  -0.1294  27.2897  -0.0095  -0.0122  0.0041
Si  8.145  -0.064  27.1493  -0.013  -0.008  -0.0046
Si  0.0835  2.662  27.2064  -0.0018  -0.0003  0.0053
Si  5.46  2.7261  27.1161  -0.0041  -0.0052  -0.0072
Si  2.6729  5.4186  27.1126  -0.0086  -0.0095  -0.0091
Si  8.1987  5.3729  27.1356  -0.0096  -0.0094  -0.0021
Si  0.0182  8.1548  27.1323  -0.0053  -0.0036  -0.0068
Si  5.5176  8.1465  27.1772  -0.002  0.0027  0.0036
Si  4.0915  1.3351  28.4993  -0.0186  -0.023  0.0123
Si  9.5473  1.3292  28.5019  0.0034  0.0062  0.0112
Si  1.393  4.0694  28.5678  -0.0328  -0.0045  -0.0237
Si  6.8161  4.0651  28.53  0  0.0017  -0.0045
Si  4.0894  6.7813  28.4848  0.0049  0.0179  0.0207
Si  9.5627  6.787  28.4827  -0.0154  -0.0041  0.029
Si  1.2972  9.4816  28.6297  0.0286  0.0282  -0.0673
Si  6.8295  9.5363  28.5671  -0.0064  -0.0036  -0.0226
Si  -0.0296  -0.0048  29.9152  -0.0001  0.027  0.0082
Si  5.4635  -0.0048  29.8966  0.0002  0.0062  0.001
Si  2.7666  2.7158  29.9053  0.0028  -0.0266  0.0042
Si  8.2007  2.7171  29.8884  0.0091  0.0053  -0.0012
Si  -0.0026  5.4548  29.8907  0.0137  0.0124  -0.0017
Si  5.4634  5.456  29.889  0.006  0.0018  0.0012
Si  2.7542  8.1595  29.9063  0.0288  -0.0168  0.0051
Si  8.2272  8.1778  29.8906  0.0079  -0.0135  0.0004
Si  1.3673  1.3673  31.2657  0.0609  0.0042  -0.0898
Si  6.8362  1.3673  31.2657  0.0343  -0.0554  -0.014
Si  4.1018  4.1018  31.2657  0.0998  -0.0755  0.0541
Si  9.5708  4.1018  31.2657  -0.0543  -0.1045  -0.0724
Si  1.3673  6.8362  31.2657  -0.0062  -0.1979  0.0376
Si  6.8362  6.8362  31.2657  0.0607  -0.0243  -0.1483
Si  4.1018  9.5708  31.2657  -0.0079  -0.0374  -0.0285
Si  9.5708  9.5708  31.2657  -0.1475  -0.1307  0.1284
Si  2.7345  0  0.6835  -0.0109  0.0805  -0.0114
Si  8.2035  0  0.6835  -0.0475  0.0407  -0.1432
Si  0  2.7345  0.6835  0.0861  0.092  0.0281
Si  5.469  2.7345  0.6835  -0.1236  0.1393  0.1096
Si  2.7345  5.469  0.6835  -0.0597  -0.1129  -0.0378
Si  8.2035  5.469  0.6835  -0.0483  0.1958  -0.0162
Si  0  8.2035  0.6835  0.0188  0.125  0.0744
Si  5.469  8.2035  0.6835  0.1433  0.1239  0.1029
Si  4.0831  1.3845  2.0696  -0.0037  -0.0196  0.0017
Si  9.5832  1.3587  2.0358  0.0309  -0.0114  0.0019
Si  1.3598  4.1251  2.064  -0.0254  0.0136  0.0015
Si  6.815  4.1448  2.0374  -0.0205  -0.0125  -0.0187
Si  4.0952  6.8399  2.037  -0.0048  0.0149  -0.0094
Si  9.5687  6.8513  2.0658  0.0146  -0.0041  -0.0033
Si  1.368  9.5952  2.0482  -0.036  -0.007  0.0041
Si  6.8356  9.6163  2.055  -0.017  0.0024  -0.0083
Si  0.0282  0.0359  3.4472  -0.0106  0.0019  -0.0027
Si  5.476  0.0453  3.4397  -0.0112  0.0173  -0.0411
Si  2.705  2.761  3.4514  0.0287  -0.004  0.0134
Si  8.233  2.7909  3.318  -0.025  -0.0005  0.056
Si  0.0269  5.5216  3.4512  -0.0043  -0.008  -0.0612
Si  5.4654  5.5251  3.4346  0.0244  0.0018  -0.029
Si  2.7474  8.2307  3.3804  0.0253  0.0018  0.0148
Si  8.2502  8.3012  3.4142  -0.0112  0.0124  0.0253
Si  1.325  1.4204  4.8761  0.0177  0.0047  0.0552
Si  6.8824  1.4925  4.7079  0.0242  -0.0392  -0.0182
Si  4.075  4.1517  4.7904  -0.0122  -0.0418  0.012
Si  9.5744  4.1088  4.7355  0.0709  0.0228  -0.0355
Si  1.3765  6.9557  4.8081  -0.0251  -0.0179  -0.018
Si  6.8212  7.0023  4.7344  -0.0047  0.0508  -0.0099
Si  4.0983  9.5763  4.7657  0.0246  0.0607  -0.0418
Si  9.6631  9.6114  4.8637  -0.0177  -0.0063  0.0606
Si  2.7346  -0.0269  6.1358  -0.0178  -0.0193  -0.0389
Si  8.2982  0.1849  6.0664  -0.0231  0.0446  -0.0418
Si  -0.1257  2.7678  6.2766  -0.0471  0.0829  -0.0286
Si  5.534  2.8356  6.1161  -0.0284  -0.0103  -0.0251
Si  2.7095  5.5599  6.1362  -0.02  -0.0173  -0.0461
Si  8.2812  5.645  5.9301  0.0015  -0.0121  0.0074
Si  0.1791  8.3472  6.3526  -0.024  -0.0061  0.0004
Si  5.4871  8.3308  6.2233  0.0077  -0.0281  -0.037
Si  4.3917  1.1605  7.3351  0.0079  0.0383  -0.0224
P  9.6586  1.2158  7.6319  -0.115  -0.0977  0.1406
Si  1.1058  4.4492  7.4815  0.0155  -0.023  0.0379
Si  6.668  4.6067  7.2441  -0.0495  0.1848  0.3556
Si  4.271  6.7185  7.5115  0.1923  -0.1335  0.1852
Si  9.7813  6.6772  7.4651  -0.0323  0.0257  0.0319
P  1.3509  9.9611  7.7569  0.141  -0.0469  0.1706
Si  6.7341  10.0014  7.4137  0.0254  -0.0196  0.0023
O  9.5885  1.2404  23.981  -0.0035  0.0021  -0.0087
O  4.1099  6.8046  23.9455  0.002  -0.0022  -0.0109
O  4.0177  1.2441  24.0294  0.0002  0.0001  -0.0081
O  9.544  6.7063  23.8958  0.0029  -0.0011  -0.0107
O  -0.0506  5.5407  7.9928  0.0278  0.0037  0.0245
O  5.551  0.1199  7.9094  -0.0024  0.013  0.0155
O  5.5128  5.6607  7.796  -0.059  -0.0971  -0.2159
O  7.5463  4.3373  8.6118  0.0041  -0.1774  -0.0774
O  8.7785  7.1316  8.713  0.0058  0.0061  0.0183
O  2.4514  9.3941  8.8957  -0.0552  0.0514  0.0696
O  8.4402  1.8449  8.6247  0.0897  0.1514  0.0427
O  7.6183  9.5211  8.7242  0.0042  0.0019  0.0189
O  3.5852  1.8045  8.6071  -0.009  -0.0155  0.015
O  3.6401  7.106  9.0111  -0.0158  0.0191  -0.0429
O  1.9873  3.949  8.7938  0.0063  0.0003  0.0059
O  8.1425  3.49  23.3611  -0.0008  0.0032  -0.0115
O  0.4579  4.9382  22.9491  0.0018  -0.0031  -0.0139
O  1.9089  2.7498  23.2426  -0.0031  -0.0048  -0.0073
O  5.8341  4.908  23.1163  0.0043  -0.0031  -0.0132
O  5.5347  9.9995  23.4952  -0.0122  0.0013  0.0041
O  2.4484  8.6898  23.0213  -0.0039  0.006  -0.0149
O  0.1941  10.0674  23.0848  0.0069  -0.0065  -0.0139
O  7.7945  8.579  23.0754  -0.0052  0.0043  -0.0132
Si  8.6667  7.6911  18.4398  -0.0001  -0.0003  0.0151
Si  8.8043  6.3376  13.5878  -0.0032  0.0185  0.0264
Si  3.8045  1.5433  14.7339  0.0006  -0.0017  0.0193
Si  2.1348  5.7456  17.6248  0.0017  0.001  0.0171
Si  2.4229  3.1432  19.4882  -0.0023  0  0.0184
Si  9.8464  9.0373  12.074  -0.0141  -0.0169  0.0224
Si  1.3353  9.4196  22.0766  -0.0016  -0.0022  0.0285
Si  9.1997  0.9606  13.2208  -0.0057  -0.0087  0.0124
Si  1.4255  5.0631  13.0029  0.0197  -0.0003  0.033
Si  1.8273  8.2665  12.7991  -0.0125  0.012  0.024
Si  6.6607  9.5565  22.4227  0.005  -0.0064  0.0227
Si  4.5326  4.606  15.7128  0.0005  0.004  0.016
Si  8.0993  3.1527  9.5579  -0.0757  0.063  -0.2207
Si  0.846  8.246  19.2609  0.0008  -0.0003  0.0224
Si  6.9608  1.3514  21.086  -0.0005  0.0021  0.0219
Si  8.2738  8.3637  9.6648  -0.0456  -0.063  -0.0663
Si  10.9019  5.1895  15.59  0.0019  -0.0042  0.0196
Si  7.5836  9.4922  16.3204  -0.0011  -0.0005  0.0163
Si  9.9403  2.0628  20.2939  -0.0014  -0.002  0.0208
Si  3.3301  8.4497  9.9139  0.0086  -0.0327  -0.1003
Si  6.7053  3.3468  17.4061  -0.0022  0.0003  0.0163
Si  1.1721  0.2097  19.8032  0  -0.0032  0.0208
Si  3.2088  2.807  12.2978  0.011  -0.0075  -0.0037
Si  7.2269  5.3886  19.6842  0.0002  -0.0012  0.0203
Si  5.8279  8.6741  11.5621  0.0153  0.0041  -0.0285
Si  5.7901  6.0884  13.213  -0.0005  -0.002  0.0117
Si  4.6503  9.7023  17.6252  -0.0002  -0.0018  0.0177
Si  1.0304  3.6031  22.1714  -0.0028  0.0031  0.0274
Si  4.9067  1.4839  18.7949  0.003  -0.0009  0.0198
Si  3.139  3.0621  9.5184  0.001  0.0324  -0.0436
Si  6.4753  10.8321  13.7984  0.0082  0.0007  0.0129
Si  10.373  0.102  15.9854  -0.0004  0.0002  0.0165
Si  5.592  3.6963  11.1508  -0.0049  0.0196  -0.0501
Si  9.8536  3.8667  11.881  -0.0151  0.0011  0.0159
Si  2.3669  9.918  15.5448  0.0012  0.0013  0.0215
Si  6.0864  8.1173  19.8007  -0.0015  0.0005  0.0195
Si  6.9394  3.9709  22.3747  -0.0036  -0.0011  0.0285
Si  9.7668  2.7698  17.3621  -0.0016  0  0.0217
O  7.2212  6.3553  13.9597  0.0065  -0.0036  -0.0104
O  1.8835  7.057  18.6727  0.0015  -0.0028  -0.0085
O  10.3106  4.012  16.5027  0.0033  0.0021  -0.0118
O  6.1851  9.9578  17.0616  -0.0002  -0.0009  -0.0093
O  10.1812  0.6895  14.4834  -0.0046  0.0039  -0.0167
O  8.4563  6.1095  18.8583  0.0003  -0.0003  -0.0081
O  5.1843  0.6965  14.4221  0.0042  -0.0025  -0.0101
O  5.728  2.0531  17.5147  0.0008  -0.0004  -0.0082
O  8.3558  1.9484  20.548  0.0018  -0.0002  -0.0092
O  1.991  4.297  18.4012  -0.0008  0.0002  -0.0097
O  6.9065  2.8676  10.6431  0.0396  -0.0186  -0.0316
O  4.8425  2.7108  12.2109  0.0076  0.0009  0.0023
O  6.0356  4.3972  16.3504  0.0017  -0.0015  -0.0082
O  4.4839  3.9387  9.9386  -0.0025  -0.0039  -0.0019
O  10.6984  2.7788  21.5519  -0.0026  -0.0019  -0.0115
O  9.7347  6.1255  14.9264  0.0014  -0.0023  -0.0074
O  6.0169  6.4814  19.8383  0  -0.0007  -0.0081
O  4.0941  0.1671  18.2791  -0.0001  -0.0008  -0.0089
O  9.2724  10.55  12.2953  -0.0029  0.0004  -0.0018
O  2.8536  4.36  12.6897  -0.0078  0.0066  -0.0073
O  1.917  10.7023  21.2104  -0.0006  0.0026  -0.012
O  4.0011  2.723  19.3737  0.0014  -0.0013  -0.0085
O  0.7559  10.0309  15.9726  -0.0016  -0.0005  -0.0087
O  1.2811  9.8036  18.8364  -0.0008  -0.001  -0.0098
O  1.7208  1.6633  19.2739  0.0005  0.0002  -0.0083
O  8.9613  10.3726  16.5036  0.0013  -0.0004  -0.0084
O  4.8843  8.5789  18.7931  -0.0007  -0.0001  -0.0087
O  9.6248  8.7976  10.4728  0.041  0.0278  0.0189
O  6.7564  4.08  18.8573  -0.0001  -0.0019  -0.0089
O  2.8306  1.7201  13.4208  -0.0033  0.0009  -0.0032
O  5.8386  8.767  21.2647  -0.0008  -0.0032  -0.0137
O  2.5016  2.4264  10.8847  -0.0153  -0.0104  0.0216
O  7.624  4.8482  21.1736  0.0011  0.0026  -0.0146
O  5.2591  7.5193  12.5925  -0.0114  0.0025  -0.0141
O  0.4651  9.083  12.4895  0.0074  -0.0073  0.0009
O  7.6118  1.0677  13.6109  -0.0022  0.0018  -0.0079
O  7.1192  9.6357  14.7508  -0.0013  0.001  -0.008
O  8.9683  5.0221  12.6232  0.0105  -0.012  -0.0235
O  8.0994  8.0252  16.9106  0.0006  0.0001  -0.0082
O  6.2204  2.572  21.8984  0.0013  -0.0049  -0.0131
O  2.4828  9.0654  14.1068  -0.0014  -0.0015  -0.0083
O  0.4237  4.4926  11.8453  -0.013  -0.007  -0.0242
O  0.8194  8.3151  20.933  -0.0004  -0.0006  -0.0152
O  9.425  3.6883  10.3219  0.0347  -0.0298  0.0271
O  9.6902  2.3811  12.568  0.0071  0.0206  -0.0058
O  7.6311  8.5567  19.393  0.0004  -0.0009  -0.0075
O  2.5994  8.2091  11.3557  -0.0244  0.0068  -0.01
O  3.9882  3.0637  15.3738  -0.0012  -0.0011  -0.0112
O  0.8604  4.4935  14.4216  -0.0056  0.0014  -0.0093
O  10.0609  3.0032  18.9533  0.0009  -0.0001  -0.0134
O  9.1832  7.7888  12.9195  0.0051  -0.003  -0.0065
O  10.52  0.5404  20.0774  0.0005  0.0003  -0.0088
O  5.966  5.0781  11.9269  0.0112  -0.0035  0.0069
O  8.1656  2.7464  17.0113  -0.0007  -0.0009  -0.0088
O  3.5361  5.4796  16.7319  -0.0018  0.0005  -0.0069
O  4.7654  9.0874  10.3782  -0.001  0.0056  -0.002
O  1.5483  6.6843  13.1427  0.0017  -0.0051  -0.0149
O  4.7652  5.5115  14.3583  -0.0032  -0.003  -0.0027
O  2.0585  3.8549  20.9194  0.0043  -0.0014  -0.016
O  10.5597  1.3952  16.9667  -0.0002  -0.0022  -0.009
O  0.9431  6.0636  16.5496  -0.004  -0.0026  -0.0109
O  7.3481  10.9503  21.9257  0.0013  0.0025  -0.0101
O  5.9413  0.9149  19.9113  -0.0049  -0.0012  -0.0126
O  6.1203  10.0532  12.3997  -0.0047  0.0002  -0.0009
O  2.8713  0.5404  15.6086  -0.0004  -0.0003  -0.0102
O  7.139  8.0197  10.8039  -0.0189  0.023  0.0176
O  10.2504  8.0146  18.6871  -0.0012  -0.0008  -0.009
O  3.4677  9.1899  16.5758  0.0003  -0.0005  -0.0095

Results
free energy: -137177.867 eV
free energy less fixed offsets of O -568.88, P -755.39, Si -635.61 eV per atom: 1.513 eV

The program warned: the cutoff lies below the one the program advises for these potential files; the exchange-correlation potential is rough where the density is thin.
